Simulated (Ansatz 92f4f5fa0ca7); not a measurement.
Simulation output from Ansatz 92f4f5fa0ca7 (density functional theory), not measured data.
Periodic cell of 225 atoms, Si132O91P2, from a study of silicon, its oxide and their interface. The atomic structure is a simulated model.
Doubt: the cutoff is far below the 930 eV that the study's wrapper takes by default for these files, so forces and energies are approximate.
This geometry differs little from another in the collection (a relaxation step or a small displacement).

Settings
functional: PBE
potential files: Ansatz PAW
basis: plane waves
wave-function cutoff: 580 eV
density cutoff ratio: 5
exchange-correlation grid ratio: 1
k mesh: 1 x 1 x 1, Gamma-centred
self-consistency stop: 5e-08 eV per atom in the density residual
occupations: fixed
spin: none
net charge: 0

Cell vectors (angstrom)
a	10.938	0	0
b	0	10.938	0
c	0	0	31.9494

Atoms and the computed forces on them: element, x, y, z (angstrom), force x, y, z (eV/angstrom)
Si	10.6318	0.0026	24.4184	0.0034	0.0049	-0.0023
Si	5.0819	0.1286	24.6602	-0.0025	0.0007	0.0034
Si	2.8278	2.2967	24.5318	-0.0019	-0.0015	-0.0018
Si	8.5742	2.4368	24.5649	0.0006	-0.0006	0.0001
Si	10.7139	5.5907	24.3324	-0.0074	-0.0054	0.0011
Si	5.1635	5.615	24.4501	-0.0035	0.0027	-0.0029
Si	2.9934	7.9542	24.4062	0.0021	0.0008	0.0038
Si	8.4237	7.8335	24.4183	-0.0004	-0.0063	0.0007
Si	1.2975	1.1338	25.8397	0.002	-0.0015	0.008
Si	6.8192	1.3288	25.7421	0.0058	0.0002	-0.003
Si	3.9918	4.0127	25.7345	0.0002	0.0034	-0.0012
Si	9.6914	4.027	25.8485	0.005	0.0021	0.002
Si	1.3434	6.7941	25.6701	0.0056	0.0031	-0.0039
Si	6.8102	6.7229	25.751	0.0014	0.0017	0.0048
Si	4.0072	9.4708	25.9519	-0.0006	-0.0018	0.0043
Si	9.4884	9.4437	25.8035	0.0025	0.0025	-0.0015
Si	2.6416	-0.1324	27.2884	-0.0085	-0.0043	0.0048
Si	8.1431	-0.0662	27.1482	-0.0153	-0.0082	0.0007
Si	0.0796	2.6587	27.2075	0.0055	0.0049	0.0011
Si	5.4562	2.7213	27.1157	0.0054	0.0036	-0.0048
Si	2.6706	5.4167	27.1117	-0.0054	-0.0107	-0.0056
Si	8.1958	5.3694	27.1367	-0.0048	-0.0039	-0.007
Si	0.015	8.1509	27.1318	-0.0062	-0.0033	-0.0047
Si	5.5152	8.1435	27.1782	0.0023	0.0022	-0.0017
Si	4.0887	1.3304	28.5003	-0.013	-0.0122	0.008
Si	9.5442	1.3262	28.5035	0.0067	0.0081	0.005
Si	1.3903	4.0662	28.5663	-0.0213	-0.001	-0.0149
Si	6.8125	4.0612	28.5292	-0.0003	0.0035	-0.005
Si	4.0877	6.7782	28.4862	0.0041	0.0166	0.0095
Si	9.5596	6.7832	28.4849	-0.0079	0.0037	0.0134
Si	1.2958	9.4791	28.6258	0.0221	0.0197	-0.0361
Si	6.828	9.5333	28.566	-0.0018	0.002	-0.0155
Si	-0.0281	-0.0054	29.9145	-0.01	0.0145	0.0079
Si	5.4642	-0.0062	29.8965	0.0011	0.0053	0.0017
Si	2.7659	2.7143	29.9051	0.0074	-0.0123	0.0025
Si	8.1998	2.7177	29.8883	0.0083	-0.0022	0.0031
Si	-0.0017	5.4542	29.8907	0.0102	0.0051	0.0009
Si	5.4641	5.455	29.8892	0.002	-0.0003	0.0013
Si	2.7548	8.1594	29.9054	0.0124	-0.0157	0.0091
Si	8.2269	8.1773	29.8913	0.0063	-0.0093	-0.0025
Si	1.3673	1.3673	31.2657	0.0606	0.0004	-0.0878
Si	6.8362	1.3673	31.2657	0.0328	-0.0566	-0.0128
Si	4.1018	4.1018	31.2657	0.1001	-0.0766	0.0487
Si	9.5708	4.1018	31.2657	-0.0511	-0.1004	-0.0706
Si	1.3673	6.8362	31.2657	-0.0015	-0.1934	0.0366
Si	6.8362	6.8362	31.2657	0.0543	-0.0335	-0.1462
Si	4.1018	9.5708	31.2657	-0.0046	-0.0369	-0.0272
Si	9.5708	9.5708	31.2657	-0.136	-0.1245	0.1229
Si	2.7345	0	0.6835	-0.0469	0.0602	-0.0008
Si	8.2035	0	0.6835	-0.0182	0.0604	-0.1361
Si	0	2.7345	0.6835	0.0793	0.0743	0.0376
Si	5.469	2.7345	0.6835	-0.1319	0.1355	0.1078
Si	2.7345	5.469	0.6835	-0.0502	-0.1138	-0.0303
Si	8.2035	5.469	0.6835	-0.0609	0.1948	-0.0134
Si	0	8.2035	0.6835	0.019	0.139	0.0832
Si	5.469	8.2035	0.6835	0.1328	0.1074	0.0979
Si	4.0792	1.3859	2.0677	0.0052	-0.0165	0.0028
Si	9.5869	1.3569	2.0405	0.0135	-0.01	-0.0043
Si	1.3615	4.1226	2.0637	-0.012	0.0124	0.0082
Si	6.8163	4.142	2.0374	-0.0118	0.0005	-0.0178
Si	4.0931	6.8424	2.0387	0.0018	0.0041	-0.0049
Si	9.5653	6.8554	2.0649	0.0194	-0.005	0.0004
Si	1.3652	9.5964	2.0533	-0.0177	0.0028	-0.004
Si	6.8374	9.6145	2.0513	-0.019	-0.0002	0.0067
Si	0.0287	0.0363	3.4605	-0.0015	-0.0038	-0.0096
Si	5.4766	0.0457	3.4281	-0.0131	0.0058	-0.0118
Si	2.7035	2.7568	3.4575	0.0066	0.0062	0.0027
Si	8.2375	2.7928	3.3213	-0.0213	-0.0028	0.0272
Si	0.0301	5.5266	3.4424	-0.0174	-0.0064	-0.0192
Si	5.4676	5.5252	3.4318	0.0092	-0.0012	-0.0042
Si	2.7478	8.2343	3.3863	0.0085	-0.0084	0.0005
Si	8.2539	8.3093	3.4192	-0.0078	-0.0081	0.0066
Si	1.3266	1.42	4.8943	0.0062	-0.0185	0.0163
Si	6.8822	1.4869	4.6975	0.0315	-0.0281	0.0031
Si	4.0742	4.1489	4.7892	-0.0027	0.0016	0.0198
Si	9.5821	4.1151	4.7324	0.0507	-0.0007	-0.0095
Si	1.3689	6.9607	4.8117	-0.0027	-0.0077	-0.0113
Si	6.8273	7.0036	4.7315	-0.0186	0.0166	0.0063
Si	4.103	9.5816	4.7638	0.0161	0.0143	-0.0088
Si	9.6632	9.6113	4.8804	-0.008	0.0096	0.0174
Si	2.738	-0.0351	6.1474	-0.0409	0.0077	-0.0179
Si	8.2917	0.1879	6.0694	-0.0299	0.0217	-0.0418
Si	-0.1337	2.7686	6.2854	-0.0302	0.0687	-0.02
Si	5.5373	2.827	6.1056	-0.0314	0.0087	-0.0211
Si	2.6993	5.5577	6.1336	0.0256	-0.0099	-0.0281
Si	8.2858	5.6451	5.9319	-0.01	0.0073	-0.0024
Si	0.1758	8.348	6.3712	-0.0054	0.0413	0.0014
Si	5.4872	8.3228	6.2204	0.0025	-0.0223	-0.0152
Si	4.3956	1.1599	7.3324	0.0181	0.0067	0.014
P	9.6537	1.2074	7.6389	-0.0585	-0.0852	0.0851
Si	1.1037	4.4464	7.4874	-0.005	0.0022	0.0448
Si	6.6721	4.5938	7.236	-0.0227	0.0538	0.0758
Si	4.2735	6.7039	7.514	0.0535	-0.0248	-0.0516
Si	9.7813	6.6726	7.4777	-0.0194	-0.0007	0.0354
P	1.3569	9.9662	7.7904	0.0913	-0.1172	0.0524
Si	6.7325	9.9936	7.4121	0.0134	0.0023	0.0086
O	9.5898	1.2404	23.98	-0.0031	-0.0034	0.0001
O	4.1111	6.8044	23.9438	0.0003	-0.0049	-0.0016
O	4.0171	1.2433	24.0282	-0.0008	0.0021	-0.0011
O	9.5439	6.7058	23.8944	0.0012	0.0006	-0.0023
O	-0.0473	5.5403	8.0106	0.017	0.0042	-0.0157
O	5.5528	0.1164	7.9086	0.0027	0.0045	0.0139
O	5.4916	5.6217	7.7581	0.0342	-0.0609	-0.0046
O	7.5536	4.3129	8.5915	0.0288	-0.0959	0.0164
O	8.7744	7.1175	8.7272	0.0055	-0.0019	-0.0108
O	2.438	9.3677	8.9235	-0.0646	0.1186	-0.0266
O	8.4593	1.8263	8.6599	0.0783	0.0867	-0.0419
O	7.6186	9.5123	8.7219	-0.0044	-0.0025	-0.0039
O	3.5957	1.804	8.6098	-0.0028	-0.0067	-0.0096
O	3.6631	7.0976	9.0147	-0.0247	-0.044	0.008
O	1.9941	3.9486	8.7946	-0.0096	0.0073	-0.016
O	8.1432	3.4883	23.3602	0.0017	-0.0014	0.0021
O	0.4557	4.936	22.9481	0.0003	0.0032	0.0027
O	1.9079	2.7471	23.2433	0.0024	-0.002	0.0036
O	5.8342	4.9075	23.1154	-0.0011	0.001	0.0029
O	5.5302	9.9963	23.4958	-0.0054	0.003	0.0058
O	2.4499	8.6887	23.0206	0.0008	-0.0008	0.002
O	0.1953	10.0671	23.0849	-0.0007	-0.0014	0.0022
O	7.7916	8.5754	23.0756	0.0023	-0.0005	0.0039
Si	8.6668	7.6878	18.4407	0.0007	0	-0.0009
Si	8.8074	6.3388	13.5918	0.0007	0.0048	-0.0006
Si	3.8066	1.5417	14.7355	0.0024	-0.0017	0.003
Si	2.1366	5.7423	17.6264	0.0007	0.0007	-0.0004
Si	2.4216	3.1392	19.4891	0.0003	0	-0.0021
Si	9.8496	9.0359	12.0745	-0.0034	-0.0025	0.0023
Si	1.3359	9.4181	22.0777	-0.001	-0.0006	-0.0047
Si	9.2025	0.9611	13.222	-0.0009	-0.0033	-0.0003
Si	1.4262	5.0572	13.0087	-0.0009	0.0019	0.0025
Si	1.8291	8.2576	12.8026	-0.0009	0.0006	0.0015
Si	6.6578	9.5535	22.4249	0.0002	0.0005	-0.0068
Si	4.5345	4.6039	15.7148	-0.0001	0.0005	0.0002
Si	8.1057	3.1496	9.5591	-0.0294	0.0223	-0.0583
Si	0.846	8.2427	19.2623	0.0003	-0.0016	-0.0013
Si	6.9593	1.3483	21.0883	-0.0001	0.0013	-0.0024
Si	8.272	8.3584	9.6674	-0.0025	-0.011	0.0094
Si	10.9021	5.1852	15.5931	-0.0006	0.0007	0.0004
Si	7.5852	9.4907	16.3221	0.0008	0.0007	-0.001
Si	9.9391	2.0584	20.2964	0	-0.0005	-0.0019
Si	3.3385	8.4306	9.9217	-0.0085	0.0369	0.0502
Si	6.7053	3.3424	17.408	0.0005	-0.0003	-0.0008
Si	1.1716	0.2062	19.8031	-0.0003	-0.0007	-0.0011
Si	3.2146	2.806	12.2979	0.003	0.001	0.0008
Si	7.2265	5.3854	19.685	0.0003	-0.0002	-0.002
Si	5.8288	8.676	11.568	0.0104	0.0049	-0.0073
Si	5.7927	6.0892	13.2163	0.0019	-0.0002	0.0044
Si	4.651	9.6993	17.626	0	-0.0004	-0.0004
Si	1.0287	3.6001	22.173	-0.0012	-0.0012	-0.005
Si	4.9059	1.4804	18.797	0	-0.0002	-0.0006
Si	3.1461	3.0627	9.5173	0.0011	0.0112	0.0072
Si	6.4784	10.8331	13.8018	0.0021	-0.0002	-0.0004
Si	10.3744	0.1013	15.9866	-0.0002	-0.0013	-0.0002
Si	5.5961	3.7008	11.15	-0.0038	0.0081	-0.0047
Si	9.8556	3.8685	11.8836	0.0018	0.0003	0.0109
Si	2.3677	9.9152	15.5453	-0.0003	-0.0011	-0.0012
Si	6.0863	8.114	19.8018	0	-0.0009	-0.003
Si	6.9393	3.9693	22.3756	0.0005	-0.0019	-0.0031
Si	9.7662	2.7668	17.3655	0	-0.0007	-0.0007
O	7.2241	6.3563	13.9619	0.0004	-0.0012	0.0006
O	1.8838	7.0537	18.6735	-0.0001	0.0005	0.0002
O	10.3076	4.011	16.5072	-0.0001	-0.001	0.0003
O	6.1857	9.9553	17.0616	-0.0011	0.0002	0
O	10.1831	0.6913	14.4851	0.0005	0.0004	0.0001
O	8.4551	6.1059	18.857	-0.0005	-0.0008	0.0001
O	5.1884	0.6977	14.4259	-0.0014	0.0005	0.0003
O	5.7265	2.0498	17.5161	-0.0006	-0.0004	0.0004
O	8.3545	1.9431	20.548	-0.001	-0.0005	0.0003
O	1.9919	4.2929	18.4006	0	-0.0018	0.0005
O	6.9106	2.873	10.6427	0.0257	-0.0022	-0.0268
O	4.8483	2.7146	12.2106	0.0016	-0.0006	0.0009
O	6.038	4.3924	16.3501	0.0002	-0.0007	0.0001
O	4.4884	3.9434	9.9384	-0.0014	-0.0012	-0.0054
O	10.6972	2.7743	21.5538	0.0013	0.0013	0.0023
O	9.7371	6.1243	14.9297	0.0013	-0.0015	0.0007
O	6.0165	6.4782	19.8387	-0.0001	0	0.0004
O	4.094	0.1637	18.2793	-0.0002	0.0008	-0.0001
O	9.2782	10.5496	12.298	0	0	0.0015
O	2.8551	4.3575	12.6935	0.0019	-0.0017	-0.0005
O	1.9177	10.6996	21.2093	0	-0.0009	0.0023
O	3.9999	2.7192	19.3753	-0.0002	0	0
O	0.7564	10.0291	15.9714	0.0001	0.0002	0.0007
O	1.28	9.8001	18.8357	0	0.0006	0.0005
O	1.7199	1.6595	19.2721	-0.0001	-0.0003	0
O	8.9628	10.3713	16.5039	0.0001	0.0003	0
O	4.8851	8.5748	18.7924	0.0008	-0.0009	0.0014
O	9.624	8.7994	10.4731	0.0065	0.0044	-0.001
O	6.7557	4.0767	18.8582	0.0002	0.0008	0.0013
O	2.8372	1.7167	13.4188	-0.0011	0.001	0.0006
O	5.8372	8.7652	21.2645	0.0007	0.001	0.0036
O	2.5081	2.4267	10.8843	-0.0014	-0.0026	0.0004
O	7.6247	4.8452	21.1735	-0.0003	-0.0011	0.0026
O	5.26	7.5203	12.5975	-0.0051	-0.0012	-0.0031
O	0.4708	9.0766	12.4828	0.0032	0.0003	0.0004
O	7.6144	1.0681	13.6104	-0.0003	0.0012	-0.0006
O	7.1222	9.6355	14.7518	0.0003	-0.0001	0.0007
O	8.9721	5.0253	12.6241	-0.0004	-0.0008	-0.0019
O	8.101	8.0235	16.911	0.0006	-0.0014	0.0009
O	6.2197	2.5708	21.8982	0	0.0004	0.0006
O	2.4831	9.0616	14.1075	0.0002	0.0009	0.0034
O	0.427	4.4906	11.8461	-0.0014	-0.0027	-0.0038
O	0.8194	8.3133	20.9337	0.0004	0.001	0.0019
O	9.4279	3.6932	10.3247	-0.0106	-0.0077	-0.0205
O	9.6913	2.3827	12.5693	0.0021	0.003	-0.0012
O	7.631	8.5532	19.3935	-0.0012	0	0.0008
O	2.6058	8.1843	11.3616	0	-0.0059	0.0109
O	3.9877	3.0628	15.3739	-0.0005	-0.0008	-0.0009
O	0.8558	4.4839	14.4236	0.0003	-0.0011	-0.0005
O	10.0604	2.9998	18.9562	0.0002	-0.0005	0.0013
O	9.1871	7.7894	12.9226	-0.0002	-0.0024	0.0002
O	10.5194	0.5366	20.0774	-0.0001	0.0001	0
O	5.9713	5.0816	11.9278	0.0002	-0.0025	-0.0014
O	8.1652	2.7405	17.0134	0.0003	0	0.0002
O	3.5387	5.4778	16.7339	-0.0008	0.0004	0.0004
O	4.7656	9.0866	10.3844	-0.0053	-0.0061	-0.0037
O	1.5453	6.6781	13.1538	0.0005	-0.0016	-0.0006
O	4.768	5.5093	14.36	-0.0006	0.0004	-0.0007
O	2.0555	3.8513	20.9192	-0.0006	0.0004	0.0024
O	10.5613	1.3939	16.9683	0	0.0003	-0.0001
O	0.9468	6.059	16.5487	0.0002	-0.0003	-0.0004
O	7.3457	10.9477	21.9287	0.0004	-0.0021	0.0015
O	5.9402	0.9111	19.9129	0.0011	-0.0005	0.0014
O	6.1203	10.0558	12.403	-0.0033	-0.0012	-0.0004
O	2.8719	0.5378	15.607	0.0002	0.0001	-0.001
O	7.1393	8.0224	10.8108	-0.0009	-0.0007	-0.0042
O	10.2508	8.01	18.6875	0.0005	0.0001	0.0001
O	3.4693	9.1874	16.5752	-0.0001	-0.0001	0.0004

Results
free energy: -137177.885 eV
free energy less fixed offsets of O -568.88, P -755.39, Si -635.61 eV per atom: 1.495 eV

The program warned: the cutoff lies below the one the program advises for these potential files; the exchange-correlation potential is rough where the density is thin.
